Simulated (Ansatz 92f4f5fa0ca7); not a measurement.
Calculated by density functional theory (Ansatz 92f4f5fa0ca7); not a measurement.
Periodic cell of 208 atoms, Si128O80, from a study of silicon, its oxide and their interface. The atomic structure is a simulated model.
Doubt: the cutoff is far below the 930 eV that the study's wrapper takes by default for these files, so forces and energies are approximate.
This geometry differs little from another in the collection (a relaxation step or a small displacement).

Settings
functional: PBE
potential files: Ansatz PAW
basis: plane waves
wave-function cutoff: 580 eV
density cutoff ratio: 5
exchange-correlation grid ratio: 1
k mesh: 1 x 1 x 1, Gamma-centred
self-consistency stop: 5e-08 eV per atom in the density residual
occupations: fixed
spin: none
net charge: 0

Cell vectors (angstrom)
a, 10.938, 0, 0
b, 0, 10.938, 0
c, 2.8891, 4.7089, 30.2404

Atoms: element, x, y, z (angstrom)
Si, 3.8176, 3.9052, 22.6864
Si, 6.7814, 6.2259, 22.7443
Si, 4.4556, 8.3891, 22.6819
Si, 7.0519, 0.28, 22.8901
Si, -1.306, 2.6337, 22.5239
Si, 2.0147, 5.6266, 22.6827
Si, 9.407, 9.1251, 22.8729
Si, 1.1691, 0.7001, 22.7243
Si, 5.5519, 4.7175, 24.0885
Si, 8.3296, 7.4209, 24.0788
Si, 5.4844, -0.9138, 24.0798
Si, 8.2288, 1.8125, 24.1742
Si, 0.3097, 4.8135, 24.1209
Si, 2.8916, 7.3334, 24.0644
Si, 11.0418, 10.1784, 24.2024
Si, 2.8435, 2.0133, 23.8772
Si, 4.2622, 6.0727, 25.506
Si, 6.9737, 8.7921, 25.4709
Si, 4.2056, 0.6316, 25.3646
Si, 6.96, 3.3526, 25.4306
Si, 9.7595, 6.1065, 25.4474
Si, 12.4821, 8.7695, 25.4307
Si, 9.7062, 11.5454, 25.5448
Si, 1.5602, 3.3134, 25.4377
Si, 2.8891, 4.7089, 26.8222
Si, 5.6236, 7.4434, 26.8222
Si, 2.8891, -0.7601, 26.8222
Si, 5.6236, 1.9744, 26.8222
Si, 8.3581, 4.7089, 26.8222
Si, 11.0926, 7.4434, 26.8222
Si, 8.3581, 10.1779, 26.8222
Si, 11.0926, 1.9744, 26.8222
Si, 1.3673, -1.3673, 3.418
Si, 4.1018, 1.3673, 3.418
Si, 1.3673, 4.1018, 3.418
Si, 4.1018, -4.1018, 3.418
Si, 6.8362, -1.3673, 3.418
Si, -1.3673, 1.3673, 3.418
Si, 6.8362, 4.1018, 3.418
Si, -1.3673, -4.1018, 3.418
Si, 2.6879, 0.0821, 4.7583
Si, 5.5044, 2.6755, 4.7944
Si, 2.8155, 5.4514, 4.7581
Si, 5.4158, -2.7319, 4.8069
Si, -2.7299, -0.0106, 4.783
Si, -0.0705, 2.7967, 4.7529
Si, 8.2419, 5.5236, 4.892
Si, 0.086, -2.8694, 4.7256
Si, 1.4441, 1.6223, 6.0739
Si, 4.1822, 4.0904, 6.1349
Si, 1.4372, -4.2239, 6.1734
Si, 4.0204, -1.2814, 6.097
Si, -4.0411, 1.3595, 6.2197
Si, -1.274, 4.1401, 6.3082
Si, 6.7111, -4.1382, 6.2456
Si, -1.2889, -1.469, 5.9596
Si, -0.0353, -0.527, 7.6012
Si, 2.4652, 3.2304, 7.4078
Si, 0.6652, -6.0178, 7.5577
Si, 2.4552, -2.4813, 7.3871
Si, 5.5626, -0.1356, 7.4985
Si, -2.8597, 2.9335, 7.6101
Si, 5.73, 5.1234, 7.5392
Si, -3.4188, -2.6517, 7.8823
Si, 4.2564, 3.3417, 28.1894
Si, 6.9909, 6.0762, 28.1894
Si, 4.2564, -2.1273, 28.1894
Si, 6.9909, 0.6072, 28.1894
Si, 9.7254, 3.3417, 28.1894
Si, 12.4599, 6.0762, 28.1894
Si, 9.7254, 8.8107, 28.1894
Si, 1.5219, 0.6072, 28.1894
Si, 5.6236, 4.7089, 29.5567
Si, 8.3581, 7.4434, 29.5567
Si, 5.6236, -0.7601, 29.5567
Si, 8.3581, 1.9744, 29.5567
Si, 11.0926, 4.7089, 29.5567
Si, 2.8891, 7.4434, 29.5567
Si, 0.1546, -0.7601, 29.5567
Si, 2.8891, 1.9744, 29.5567
Si, 1.3673, 1.3673, 0.6835
Si, 4.1018, 4.1018, 0.6835
Si, 1.3673, -4.1018, 0.6835
Si, 4.1018, -1.3673, 0.6835
Si, 6.8362, 1.3673, 0.6835
Si, -1.3673, 4.1018, 0.6835
Si, 6.8362, -4.1018, 0.6835
Si, 9.5708, -1.3673, 0.6835
Si, 0, 0, 2.0507
Si, 2.7345, 2.7345, 2.0507
Si, 0, -5.469, 2.0507
Si, 2.7345, -2.7345, 2.0507
Si, 5.469, 0, 2.0507
Si, 8.2035, 2.7345, 2.0507
Si, 5.469, 5.469, 2.0507
Si, 8.2035, -2.7345, 2.0507
Si, 3.3244, 6.0977, 15.66
Si, -1.3528, 1.0516, 9.7522
Si, 1.0911, -0.8953, 18.1544
Si, 4.0846, 4.4163, 13.3172
Si, 0.4079, 6.0059, 20.0094
Si, 7.5891, 0.0315, 11.9909
Si, 3.6467, 1.3061, 9.6474
Si, 4.7417, 3.5193, 19.5967
Si, 2.1584, 4.3467, 17.9715
Si, 3.9138, -4.1938, 9.5838
Si, 10.0527, 8.8037, 19.8846
Si, 7.419, 1.481, 16.6403
Si, 2.042, 1.567, 16.4293
Si, 0.8363, -4.0291, 13.9192
Si, 10.2641, 8.5202, 16.1304
Si, 5.3963, -3.8686, 12.2009
Si, 7.3072, 9.8146, 18.5863
Si, 4.946, 1.6186, 12.5233
Si, 7.5148, 7.4039, 16.78
Si, 9.1201, 0.1411, 14.6247
Si, 1.0073, -5.2581, 9.7833
Si, 7.8578, -2.8058, 10.9867
Si, 5.5009, 0.7206, 20.2583
Si, 4.7324, 0.4124, 15.3147
Si, 1.2023, 0.2404, 10.8715
Si, 5.3648, 8.2474, 15.0301
Si, 0.7522, 1.4454, 13.496
Si, 7.144, 4.4628, 17.9808
Si, 0.9889, 4.2975, 12.5082
Si, 2.9141, -0.819, 20.5872
Si, 0.0553, -2.7297, 11.2446
Si, 8.6496, 4.6415, 20.648
O, 1.1905, -1.5739, 7.9708
O, 4.5924, 3.7206, 21.21
O, 3.4121, -2.9817, 8.6255
O, -0.8144, 4.0264, 23.2053
O, 7.3478, 3.0262, 17.2008
O, 5.6557, 7.3371, 22.1911
O, 10.9288, 1.7036, 22.1001
O, 8.9703, -2.4052, 7.1762
O, 0.4971, -1.2182, 10.8903
O, 10.8303, 7.4348, 19.364
O, 6.068, 1.2014, 15.7839
O, 6.6093, -1.2865, 8.0619
O, 0.9096, 4.9803, 18.8233
O, 6.4074, 1.1238, 12.0545
O, -1.5477, -2.7896, 11.5515
O, 6.3864, 1.0502, 21.5871
O, 7.6791, 0.2429, 17.7189
O, 6.9886, -3.8969, 11.8338
O, 5.0698, -5.1209, 8.891
O, 1.5956, 6.1585, 21.1405
O, 5.4302, 2.0512, 19.3156
O, 2.4395, 9.7191, 19.0567
O, 4.102, 1.7572, 11.1416
O, 3.0177, 2.5988, 8.8613
O, 10.075, 5.3924, 20.8058
O, -1.1691, -0.271, 8.7879
O, 2.5034, 0.1664, 9.8972
O, 0.6569, 8.9212, 17.0165
O, 1.6667, -0.2729, 21.4855
O, 1.7872, 3.0758, 17.0097
O, 8.3447, 4.5826, 19.061
O, 6.8986, 4.0379, 8.0759
O, -3.1272, -3.2, 9.4019
O, 5.7185, 4.5447, 18.788
O, -0.5553, 0.5392, 13.714
O, 10.154, 8.6311, 21.4966
O, 0.1629, 1.3826, 10.2899
O, 3.6705, 8.8544, 21.296
O, 8.7984, 3.098, 21.1829
O, 0.3623, -3.7631, 10.0134
O, 5.0883, -2.832, 13.4259
O, 2.6474, -5.1609, 9.9245
O, 3.9434, 0.4379, 20.6106
O, 8.6516, 1.3981, 15.5595
O, 9.516, 9.865, 15.619
O, 0.9463, -3.1647, 12.5441
O, 4.8699, 0.6467, 8.784
O, 4.4871, 7.1947, 15.9259
O, 0.6112, -9.992, 7.3507
O, 6.7681, 8.509, 17.7522
O, 1.2267, 0.54, 17.3997
O, 4.5141, -3.4403, 10.8969
O, 10.8236, -0.8423, 19.2472
O, 2.7118, 5.5935, 17.0744
O, 7.4882, 5.4762, 21.4492
O, 4.3918, 0.6427, 13.724
O, 3.8938, 4.7653, 14.9014
O, 8.5114, 9.1436, 19.47
O, 6.0924, -0.6147, 19.5446
O, 7.9913, -0.3218, 13.5405
O, 6.9335, 7.8241, 15.3
O, 3.2508, 3.7344, 19.0042
O, 3.5719, 1.0049, 16.3116
O, 4.997, 3.0905, 13.2012
O, 0.5363, 4.6633, 10.9802
O, 7.1484, -1.352, 11.2519
O, 8.257, -0.7312, 22.3609
O, -2.1099, 2.2625, 8.938
O, -2.1798, 0.7096, 11.1014
O, 0.3093, 2.896, 12.9305
O, 10.6847, 7.6011, 14.8761
O, 9.1319, 7.6426, 16.9225
O, 2.2622, 6.8633, 14.6877
O, 1.6618, 0.676, 12.3806
O, 0.3737, -5.5433, 13.549
O, 1.5174, 1.5974, 14.9014
O, 2.6186, 4.2233, 12.625
O, 7.2059, 5.8127, 17.0452
O, 4.9472, -5.3644, 12.6008
O, 4.9506, 9.7461, 15.516

Results
free energy: -126869.799 eV
free energy less fixed offsets of O -568.88, Si -635.61 eV per atom: -1.319 eV

Forces (eV/angstrom), in the order of the atoms: element, x, y, z
Si, 0.0657, -0.0634, -0.0634
Si, -0.1389, 0.0455, -0.0294
Si, 0.0391, -0.1125, -0.0641
Si, 0.0669, 0.0143, -0.0263
Si, 0.0179, -0.0417, -0.0429
Si, -0.0027, 0.0396, -0.068
Si, 0.004, 0.0746, -0.0031
Si, -0.0548, -0.0024, -0.0065
Si, -0.0364, -0.0273, -0.001
Si, -0.0319, -0.0145, -0.0072
Si, 0.0209, -0.0024, 0.0411
Si, -0.0046, -0.0663, 0.0241
Si, -0.0444, 0.0941, -0.0287
Si, 0.0007, -0.0543, -0.0095
Si, -0.0558, 0.001, -0.004
Si, 0.0439, 0.0188, -0.0349
Si, 0.0116, 0.0458, -0.008
Si, -0.0176, -0.0028, -0.0574
Si, -0.0231, -0.0115, -0.0279
Si, 0.031, 0.0206, -0.0225
Si, 0.0011, -0.0353, -0.0203
Si, -0.0103, 0.0309, -0.0026
Si, 0.0202, 0.024, -0.083
Si, 0.011, -0.0334, 0.0259
Si, 0.0519, -0.2044, 0.1928
Si, 0.0189, 0.0031, 0.3964
Si, -0.0267, 0.1013, -0.411
Si, -0.1876, -0.1339, -0.3661
Si, 0.1215, 0.0618, -0.3667
Si, 0.0925, 0.2003, 0.1519
Si, -0.2871, -0.2202, 0.4152
Si, 0.1606, 0.2282, 0.2075
Si, 0.139, -0.0171, -0.0362
Si, 0.0931, 0.1138, -0.301
Si, 0.0931, 0.1919, -0.0555
Si, 0.1274, 0.1368, -0.3689
Si, -0.2059, -0.1159, 0.1762
Si, -0.1346, -0.0198, -0.1222
Si, 0.3149, 0.1452, 0.6039
Si, -0.1129, -0.3342, -0.233
Si, -0.0123, -0.0071, 0.0398
Si, 0.0445, 0.0226, 0.0242
Si, -0.0124, 0.0174, 0.0347
Si, -0.0062, -0.0065, 0.0296
Si, 0.0573, -0.0248, 0.0303
Si, 0.0263, -0.005, 0.039
Si, -0.018, -0.0295, 0.0223
Si, -0.0149, 0.0344, 0.0392
Si, -0.0133, -0.0625, -0.0028
Si, -0.0031, -0.0136, -0.0876
Si, 0.0003, -0.0384, 0.0254
Si, -0.0022, 0.0167, 0.0576
Si, -0.0326, 0.0152, 0.0782
Si, -0.0553, 0.0087, 0.0196
Si, 0.0034, 0.0374, -0.0504
Si, 0.0172, 0.0272, 0.0217
Si, 0.0386, -0.0058, -0.0024
Si, -0.0114, -0.0213, 0.1214
Si, 0.01, -0.0144, -0.0095
Si, -0.0114, 0.032, -0.0127
Si, -0.0559, 0.0272, -0.0253
Si, -0.0689, 0.0922, -0.0432
Si, 0.1886, -0.0081, 0.2211
Si, 0.0262, 0.0066, 0.0711
Si, -0.0769, 0.0352, 0.0025
Si, -0.0358, 0.0536, -0.0006
Si, 0.1399, 0.0291, 0.0026
Si, -0.0344, -0.1073, -0.032
Si, 0.0564, -0.005, -0.0121
Si, -0.044, -0.0821, -0.0317
Si, -0.0005, 0.0099, 0.0285
Si, -0.1048, -0.0409, -0.0059
Si, 0.0564, -0.0713, -0.0231
Si, 0.0189, -0.0562, -0.0017
Si, -0.0086, 0.0617, 0.0177
Si, -0.0259, 0.0175, -0.024
Si, -0.0278, 0.0536, -0.0068
Si, -0.0772, 0.0001, -0.0346
Si, -0.0161, 0.0371, 0.0057
Si, 0.0727, -0.0383, -0.0194
Si, 0.0751, -0.0147, 0.007
Si, -0.0276, -0.0169, 0.0088
Si, -0.0677, 0.0064, 0.0207
Si, 0.0056, -0.0047, 0.0078
Si, -0.0247, 0.0247, 0.0315
Si, 0.0549, -0.0309, 0.001
Si, 0.0298, -0.0441, 0.0106
Si, -0.054, 0.0089, 0.0002
Si, -0.0658, -0.0494, 0.0179
Si, 0.06, 0.0206, 0.0079
Si, -0.0324, -0.0108, -0.0571
Si, 0.0892, 0.079, -0.0386
Si, -0.0806, -0.068, -0.0077
Si, -0.0095, -0.0315, -0.0105
Si, 0.0523, 0.1286, 0.0384
Si, 0.0051, 0.0099, 0.0522
Si, 0.0021, -0.0266, 0.0006
Si, 0.0155, 0.0199, 0.0572
Si, -0.0452, 0.0114, -0.056
Si, 0.0074, 0.0084, 0.0555
Si, -0.0193, -0.0352, -0.0774
Si, -0.0255, -0.0177, 0.0903
Si, 0.0183, -0.0242, 0.0121
Si, -0.034, 0.0348, -0.0708
Si, 0.0135, -0.0119, -0.0447
Si, 0.0083, 0.0022, 0.0078
Si, -0.0015, 0.0132, -0.1037
Si, -0.0034, 0.0192, -0.0219
Si, -0.0172, 0.0007, -0.0295
Si, -0.0292, 0.016, 0.0115
Si, -0.0201, 0.0161, -0.0469
Si, 0.02, -0.0082, 0.0885
Si, 0.0034, 0.0194, -0.0799
Si, 0.0427, -0.0157, 0.0957
Si, -0.0057, -0.0247, -0.0504
Si, -0.0139, 0.0037, 0.0151
Si, -0.0159, -0.0004, 0.0033
Si, -0.007, 0.0217, 0.0814
Si, 0.0193, 0.0067, -0.0495
Si, 0.0053, 0.0069, -0.0286
Si, 0.0124, 0.0037, 0.0998
Si, 0.023, -0.0025, -0.0172
Si, 0.0051, -0.0046, 0.0366
Si, -0.0364, 0.0001, -0.0666
Si, -0.016, 0.0109, 0.0238
Si, 0.012, -0.0193, -0.0494
Si, -0.0018, -0.0656, 0.0756
Si, 0.0056, 0.0321, -0.0761
O, -0.0199, 0.0138, -0.0391
O, -0.0508, 0.0368, 0.0795
O, -0.0008, -0.0294, -0.0068
O, 0.0141, -0.0361, 0.0389
O, 0.0057, -0.0059, 0.0232
O, 0.0153, -0.0152, 0.0607
O, -0.039, 0.0429, 0.0515
O, -0.0712, -0.0455, -0.0297
O, 0.009, -0.0001, -0.0493
O, 0.0089, -0.0031, 0.04
O, -0.0093, -0.0058, 0.0231
O, 0.0322, -0.0662, -0.0429
O, -0.0225, 0.0253, 0.0603
O, -0.0057, -0.0044, -0.0393
O, 0.0124, -0.0028, -0.0414
O, -0.0086, -0.0338, 0.0244
O, 0.0016, -0.0186, 0.042
O, -0.0201, -0.0158, -0.0445
O, -0.029, -0.0052, -0.082
O, 0.0342, -0.0207, 0.0722
O, 0.012, -0.0214, 0.0303
O, 0.0314, -0.0013, 0.0749
O, -0.0143, 0.0111, -0.0652
O, -0.0254, 0.0033, -0.063
O, -0.0099, 0.0099, 0.0443
O, 0.0157, -0.0007, -0.0177
O, -0.0216, 0.0083, -0.0431
O, 0.0219, -0.0003, 0.029
O, 0.0208, -0.0164, 0.0261
O, -0.0064, -0.0033, 0.0261
O, 0.0219, 0.0006, 0.0875
O, -0.0114, -0.0156, -0.0974
O, -0.0049, -0.0154, -0.0534
O, 0.0096, -0.001, 0.0481
O, 0, -0.0008, -0.022
O, -0.0222, 0.0207, 0.0403
O, -0.0007, 0.0158, -0.0507
O, -0.0096, 0.0179, 0.0368
O, 0.007, 0.0088, 0.0281
O, 0.0074, 0.0228, -0.0251
O, -0.0074, -0.0044, -0.0388
O, 0.0208, 0.0177, -0.0213
O, -0.0157, -0.0024, 0.0509
O, -0.0063, -0.0099, 0.0066
O, 0.01, -0.0172, 0.006
O, -0.0041, 0.0086, -0.0155
O, 0.001, 0.0103, -0.035
O, -0.011, 0.0015, 0.0142
O, 0.0142, 0.0247, -0.0435
O, 0.0094, 0.0143, 0.0518
O, 0.0121, -0.0093, 0.0375
O, -0.018, -0.019, -0.0439
O, 0.0094, 0.0098, 0.0488
O, -0.0013, 0.0101, 0.0191
O, 0.0252, -0.0016, 0.0298
O, -0.0089, 0.0069, -0.035
O, 0.0032, 0.0045, -0.0107
O, 0.0057, -0.0134, 0.0412
O, -0.0116, 0.0049, 0.0512
O, 0.0149, -0.0007, -0.0297
O, -0.021, 0.0095, 0.0039
O, 0.0124, -0.0144, 0.0374
O, -0.0004, 0.002, 0.0158
O, -0.0136, -0.0005, -0.0262
O, 0.0053, -0.0086, -0.0008
O, 0.0016, 0.0065, -0.0454
O, -0.005, 0.0001, 0.0411
O, -0.0059, 0.0084, -0.023
O, 0.0079, -0.003, -0.0575
O, -0.0095, 0.0015, -0.012
O, 0.018, -0.0217, -0.0081
O, 0.0105, 0.0082, 0.0331
O, -0.0128, 0.0109, -0.0194
O, -0.0064, -0.0046, -0.0408
O, 0.004, 0.0182, 0.0097
O, -0.003, 0.0018, -0.0001
O, 0.0138, 0.005, -0.0259
O, 0.0104, 0.0035, 0.029
O, -0.0005, 0.0172, -0.0395
O, -0.009, 0.0029, 0.0103

The program warned: the cutoff lies below the one the program advises for these potential files; the forces do not sum to zero within the program's tolerance; the exchange-correlation potential is rough where the density is thin.
